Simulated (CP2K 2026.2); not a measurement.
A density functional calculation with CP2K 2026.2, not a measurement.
Periodic cell of 534 atoms, Si358O176, from a study of silicon, its oxide and their interface. The atomic structure is a simulated model.
Doubt: the forces sum to 2.21 eV/angstrom along one axis rather than to zero, so they err by at least 0.0041 eV/angstrom per atom on average; the grid cutoff is modest.

Settings: functional PBE; method Gaussian and plane waves; basis set DZVP-MOLOPT-SR-GTH; pseudopotentials GTH-PBE; grid cutoff 400 Ry, relative cutoff 50 Ry; k points Gamma only; occupations fixed; spin none; net charge 0.

Cell vectors (angstrom)
a 16.4025 0 0
b 0 16.4025 0
c 0 0 35.4119

Atoms and the computed forces on them: element, x, y, z (angstrom), force x, y, z (eV/angstrom)
Si 1.367 -0.502 -0.571 0.37 0.249 0.328
Si 2.248 3.331 0.16 -0.479 -0.174 -0.274
Si 0.189 4.64 -0.266 -0.575 -0.13 0.391
Si 2.198 8.795 -0.077 0.339 -0.24 -0.083
Si 0.608 10.601 0.005 -0.102 0.35 0.217
Si 3.065 13.358 0.373 0.102 -0.078 -0.276
Si 5.7 -0.447 0.221 -0.019 -0.047 0.087
Si 8.347 2.43 -0.04 -0.131 -0.109 0.283
Si 5.276 5.192 -1.274 -0.151 -0.3 -0.253
Si 7.832 6.738 -1.114 0.128 0.201 0.882
Si 5.103 11.115 0.065 -0.314 0.224 -0.021
Si 7.903 13.793 -0.094 -0.041 0.208 -0.077
Si 10.62 0.141 0.318 -0.016 0.236 0.18
Si 12.992 3.018 -0.236 -0.372 0.398 -0.178
Si 10.688 5.364 -0.164 -0.177 0.155 0.761
Si 13.299 8.388 -0.128 0.15 -0.117 -0.097
Si 11.017 10.536 0.237 -0.161 -0.218 -0.331
Si 13.651 13.384 -0.011 -0.222 -0.03 -0.184
Si 1.554 1.251 1.112 -0.013 -0.033 0.013
Si 4.053 4.128 1.368 0.025 0.206 -0.005
Si 1.341 7.024 1.196 -0.247 -0.068 -0.157
Si 3.963 9.554 1.344 -0.055 0.173 0.005
Si 1.48 12.13 1.552 0.084 -0.051 -0.194
Si 4.273 14.844 1.682 0.124 -0.038 -0.129
Si 6.751 1.333 1.35 -0.031 -0.113 -0.351
Si 9.431 4.109 1.335 0.007 -0.261 -0.315
Si 7.523 7.401 1.201 -0.031 0.137 0.155
Si 9.324 9.221 1.456 0.075 0.12 -0.011
Si 6.798 12.225 1.323 0.03 -0.095 -0.182
Si 9.448 14.862 1.397 0.004 0.036 -0.21
Si 12.272 1.416 1.351 -0.098 -0.238 0.148
Si 14.808 3.857 1.123 0.205 0.422 -0.059
Si 12.168 6.767 1.205 0.001 -0.011 -0.35
Si 15.073 9.577 1.146 -0.119 -0.175 -0.261
Si 12.263 12.161 1.463 -0.048 -0.107 0.024
Si 15.218 14.898 0.954 0.149 0.134 -0.211
Si -0.084 2.539 2.49 0.121 -0.192 -0.044
Si 2.839 0.007 2.719 0.028 0.115 -0.028
Si -0.098 8.182 2.644 0.025 0.107 0.149
Si 2.694 5.584 2.581 0.171 0.101 0.185
Si 0.048 13.663 2.607 0.044 -0.01 0.089
Si 2.765 10.801 2.928 -0.079 -0.075 0.088
Si 5.398 2.733 2.698 0.107 -0.207 0.007
Si 8.144 -0.042 2.735 0.09 0.003 0.237
Si 5.542 8.217 2.509 0.198 -0.106 -0.176
Si 8.206 5.587 2.652 -0.106 0.046 -0.099
Si 5.595 13.487 2.947 0.042 -0.013 0.08
Si 8.183 10.858 2.711 -0.04 0.068 -0.083
Si 10.874 2.759 2.721 -0.042 -0.102 0.097
Si 13.817 -0.065 2.456 -0.097 0.162 -0.059
Si 10.941 8.107 2.753 -0.083 -0.044 -0.021
Si 13.638 5.414 2.553 -0.039 -0.076 -0.119
Si 10.905 13.578 2.725 -0.083 0.1 0.108
Si 13.75 10.868 2.687 0.139 -0.032 0.118
Si 1.305 4.063 3.869 0.051 -0.104 -0.23
Si 4.13 1.37 4.126 -0.154 -0.013 0.003
Si 1.272 9.472 4.129 0.174 0.011 -0.055
Si 4.143 6.859 3.965 -0.088 0.089 -0.05
Si 1.401 15.027 4.023 -0.092 0.082 -0.089
Si 4.118 12.204 4.236 0.133 -0.066 -0.021
Si 6.808 4.152 3.983 -0.008 0.141 -0.005
Si 9.549 1.343 4.089 -0.01 0 -0.226
Si 6.771 9.544 4.066 0.082 0.061 -0.041
Si 9.6 6.757 4.134 0.113 0.12 0.078
Si 6.876 14.996 4.201 0.052 0.006 -0.155
Si 9.549 12.225 4.083 0.068 0.018 0.045
Si 12.304 4.11 4.04 -0.059 -0.112 -0.138
Si 15.039 1.267 3.996 0.097 -0.015 -0.048
Si 12.342 9.509 4.044 0.05 0.026 0.01
Si 14.975 6.77 3.995 0.024 0.043 -0.085
Si 12.351 15.038 3.92 0.006 -0.082 -0.005
Si 15.065 12.31 4.027 -0.087 0.056 -0.026
Si 0.006 -0.015 10.9 0.017 -0.027 -0.002
Si 2.743 2.728 10.89 -0.019 -0.006 -0.01
Si 0.008 5.479 10.888 -0.013 0.02 -0.012
Si 2.737 8.226 10.877 -0.029 0.021 -0.016
Si -0.006 10.933 10.876 -0.022 -0.002 0.006
Si 2.736 13.676 10.886 0 -0.01 0.011
Si 5.466 -0.001 10.877 -0.005 0.029 0.007
Si 8.187 2.728 10.85 -0.005 -0.007 -0.008
Si 5.472 5.466 10.892 -0.005 -0.032 0.013
Si 8.203 8.207 10.908 -0.013 -0.033 -0.004
Si 5.47 10.953 10.912 -0.023 0.013 0.02
Si 8.188 13.666 10.896 0.03 0.013 0.002
Si 10.915 -0.02 10.882 -0.017 0.048 0.002
Si 13.658 2.729 10.883 -0.006 -0.004 -0.009
Si 10.932 5.468 10.872 -0.011 -0.01 0.013
Si 13.67 8.212 10.873 -0.019 0.011 -0.019
Si 10.929 10.933 10.915 0.013 0.003 0.003
Si 13.668 13.656 10.892 0.006 0.002 -0.002
Si 1.401 1.34 12.257 -0.022 0.046 -0.019
Si 4.118 4.095 12.254 -0.012 -0.024 0.009
Si 1.377 6.872 12.241 0.034 0.005 -0.011
Si 4.083 9.602 12.263 0.004 -0.059 0.004
Si 1.369 12.301 12.241 -0.016 0.015 -0.029
Si 4.109 15.035 12.265 -0.007 -0.004 -0.008
Si 6.833 1.371 12.234 0.036 0.038 -0.018
Si 9.542 4.099 12.212 0.003 0.003 -0.025
Si 6.829 6.846 12.263 0.015 0.037 0.006
Si 9.542 9.59 12.292 0.033 0.019 0.01
Si 6.823 12.327 12.301 -0.008 -0.003 0.012
Si 9.541 15.032 12.267 -0.009 -0.032 -0.001
Si 12.269 1.363 12.233 -0.008 -0.053 -0.014
Si 15.026 4.115 12.237 -0.003 0.005 -0.013
Si 12.28 6.868 12.234 0.057 -0.018 -0.029
Si 15.027 9.586 12.251 0.031 -0.01 -0.015
Si 12.29 12.31 12.27 0.008 -0.015 0.003
Si 15.041 15.009 12.26 -0.006 0.039 0.007
Si 0.018 2.734 13.557 0.061 -0.032 -0.029
Si 2.769 -0.013 13.664 -0.021 -0.018 0.074
Si 0.029 8.259 13.612 -0.063 -0.041 0.022
Si 2.779 5.523 13.575 -0.085 0.012 -0.018
Si 0.02 13.645 13.63 0.078 -0.105 0.02
Si 2.733 10.983 13.648 -0.044 0.021 0.017
Si 5.484 2.721 13.625 0.002 -0.022 -0.013
Si 8.166 0.005 13.622 0.025 0.032 0.026
Si 5.47 8.249 13.608 -0.048 0.022 -0.044
Si 8.199 5.457 13.602 0.041 -0.061 -0.001
Si 5.456 13.699 13.686 -0.01 0.008 0.05
Si 8.183 10.964 13.686 0.016 -0.016 0.049
Si 10.883 2.733 13.583 0.002 0.025 0.039
Si 13.625 -0.029 13.57 0.028 0.05 -0.03
Si 10.913 8.214 13.637 -0.036 0.027 0.065
Si 13.659 5.516 13.584 -0.057 0.021 0.041
Si 10.898 13.66 13.635 -0.016 0.033 -0.02
Si 13.661 10.947 13.629 -0.045 0.041 0.002
Si 1.413 4.126 14.866 -0.015 -0.015 -0.083
Si 4.182 1.338 15.039 0.012 0.085 0.04
Si 1.365 9.636 15.025 0.02 0.02 0.084
Si 4.132 6.888 14.971 0.069 0.043 0.055
Si 1.401 14.987 15.018 -0.091 0.048 0.006
Si 4.073 12.342 15.064 -0.034 0.01 0.037
Si 6.832 4.11 14.981 0.051 0.013 0.055
Si 9.525 1.372 14.982 -0.055 -0.01 0.034
Si 6.775 9.61 15.035 -0.011 -0.073 0.035
Si 9.533 6.826 14.987 0.024 0.015 0.014
Si 6.8 15.107 15.062 0.064 -0.026 0.002
Si 9.545 12.346 15.073 0.031 0.005 0.101
Si 12.231 4.159 14.895 0.05 -0.032 -0.035
Si 15.02 1.351 14.856 -0.098 -0.097 -0.039
Si 12.262 9.619 15 0.071 0.006 0.018
Si 15.05 6.893 14.942 0.07 0.068 -0.05
Si 12.263 15.03 14.973 -0.003 -0.029 0.029
Si 15.044 12.29 15.003 0.014 0.059 0.112
Si -0.09 -0.052 16.224 0.063 0.042 0.04
Si 2.812 2.824 16.229 0.014 0.001 0.067
Si 0.066 5.489 16.202 -0.043 0.041 0.094
Si 2.819 8.304 16.337 -0.098 -0.033 -0.001
Si -0.015 10.966 16.465 0.063 0.052 0.059
Si 2.757 13.699 16.524 0.119 -0.157 0.129
Si 5.499 0.016 16.578 0.071 -0.058 0.111
Si 8.124 2.697 16.375 0.192 0.062 0.017
Si 5.521 5.54 16.338 -0.108 -0.103 0.176
Si 8.1 8.145 16.334 0.04 0.235 0.029
Si 5.45 11.014 16.453 0.007 0.024 0.037
Si 8.189 13.789 16.432 -0.1 0.042 -0.064
Si 10.911 0.016 16.33 0.061 0.054 0.123
Si 13.657 2.778 16.12 -0.002 0.111 0.088
Si 10.9 5.472 16.364 0.044 -0.05 0.181
Si 13.699 8.291 16.31 -0.01 -0.07 0.111
Si 10.904 10.948 16.444 -0.124 0.038 0.154
Si 13.632 13.651 16.323 0.088 -0.064 0.046
Si 1.352 1.401 17.341 -0.051 -0.197 -0.191
Si 4.179 4.166 17.688 0.162 0.089 -0.111
Si 1.489 6.814 17.552 -0.005 0.049 -0.208
Si 4.104 9.641 17.856 -0.011 0.06 0.093
Si 1.312 12.369 17.9 -0.171 -0.052 0.085
Si 4.143 15.03 18.018 -0.052 0.043 0.057
Si 6.897 1.425 17.988 0.038 0.07 0.087
Si 9.48 4.052 17.722 -0.028 0.004 -0.063
Si 6.815 6.841 17.864 -0.043 -0.136 0.263
Si 9.41 9.52 17.674 -0.147 -0.073 -0.097
Si 6.782 12.477 17.798 0.056 -0.155 -0.155
Si 9.547 15.161 17.831 0.097 0.229 -0.079
Si 12.316 1.495 17.528 0.037 -0.054 -0.015
Si 15.023 4.13 17.462 -0.132 -0.08 -0.212
Si 12.372 6.884 17.625 -0.023 0.026 -0.007
Si 15.029 9.545 17.846 0.018 0.079 -0.064
Si 12.364 12.308 17.818 0.206 0.173 -0.132
Si 14.922 15.064 17.702 -0.005 -0.078 0.071
Si 0.057 2.768 18.656 -0.058 -0.157 0.185
Si 2.529 0.171 18.896 -0.151 0.047 0.13
Si 0.053 7.948 18.936 -0.028 -0.144 0.228
Si 2.874 5.61 19.006 0.043 0.017 0.445
Si -0.097 13.852 19.224 -0.08 -0.134 0.027
Si 2.585 10.833 19.274 0.164 0.078 -0.024
Si 5.389 2.837 19.241 -0.143 0.003 0.227
Si 8.538 0.311 19.457 0.012 -0.085 -0.118
Si 5.419 8.273 19.291 0.06 0.206 0.352
Si 8.099 5.263 19.226 -0.136 0.171 0.189
Si 5.632 13.647 19.537 -0.333 -0.16 -0.357
Si 8.075 11.018 19.041 -0.044 -0.144 -0.033
Si 10.986 2.762 18.98 0.099 0.222 -0.05
Si 13.673 0.277 18.957 -0.146 -0.243 0.119
Si 10.81 8.079 18.918 -0.019 0.124 0.123
Si 13.779 5.461 18.911 0.061 -0.11 0.268
Si 10.905 13.706 19.065 0.14 -0.042 0.27
Si 13.786 11.012 19.321 -0.017 -0.221 0.194
Si 1.478 4.048 19.948 -0.056 -0.111 0.543
Si 3.51 1.806 20.243 -0.362 0.233 -0.061
Si 1.273 9.237 20.385 -0.451 -0.085 -0.246
Si 4.204 6.776 20.753 0.198 -0.128 -0.603
Si 0.638 15.916 20.168 0.27 -0.291 -0.382
Si 3.339 12.132 21.128 -0.219 -0.312 -0.032
Si 6.376 4.367 20.82 0.201 -0.277 -0.458
Si 10.332 1.377 20.749 -0.032 -0.023 0.253
Si 6.773 9.77 20.616 0.169 -0.228 -0.352
Si 9.855 6.36 20.272 0.248 -0.153 0.028
Si 6.897 14.645 21.279 0.345 0.26 0.301
Si 10.02 11.797 20.075 -0.392 0.327 -0.029
Si 12.23 4.291 20.198 -0.023 0.206 -0.137
Si 15.454 1.284 20.142 -0.194 0.471 0.151
Si 11.317 9.848 20.377 0.287 -0.854 0.155
Si 15.627 6.157 20.233 -0.054 0.082 0.012
Si 12.097 16.117 20.643 0.334 0.03 -0.134
Si 14.889 12.581 20.731 0.177 0.405 -0.092
Si -2.233 3.017 22.46 0.096 0.138 -0.192
Si -1.898 5.941 23.005 -0.017 0.202 0.256
Si 2.759 8.205 23.02 -0.118 -0.162 0.048
Si -2.839 14.617 22.619 -0.052 -0.205 0.17
Si 1.937 14.555 22.412 -0.265 0.324 0.243
Si 4.47 -0.192 22.607 -0.037 0.374 -0.039
Si 6.059 1.072 24.898 0.241 -0.163 0.18
Si -0.202 10.642 22.507 -0.312 -0.099 0.102
Si 9.327 8.517 22.115 0.131 0.103 0.315
Si 2.823 11.17 23.318 -0.048 -0.176 0.234
Si 8.845 12.617 22.837 0.357 -0.068 0.267
Si 8.586 -0.647 25.307 0.065 -0.055 0.294
Si 9.713 1.714 26.536 -0.066 -0.106 0.178
Si 7.005 3.909 23.958 -0.05 0.059 0.328
Si 9.917 7.934 24.753 0.137 0.052 0.315
Si 6.538 9.357 26.236 0.231 0.023 0.342
Si 21.142 15.342 26.702 0.022 0.111 0.244
Si 2.813 4.543 28.932 0.113 0.033 -0.103
Si -1.48 8.575 24.497 -0.243 0.019 0.095
Si 10.739 12.379 25.404 0.331 -0.09 0.327
Si -2.633 10.597 28.261 -0.087 0.038 -0.089
Si 13.786 20.257 28.624 -0.054 0.057 -0.126
Si -0.472 -3.833 27.064 -0.121 -0.054 0.036
Si 10.04 2.961 23.683 0.043 0.048 0.297
Si 7.468 6.362 25.846 0.148 0.087 -0.024
Si 12.202 9.839 25.754 0.026 0.054 -0.111
Si 4.723 12.826 24.931 0.122 0.195 0.55
Si 6.87 13.517 26.793 0.185 0.211 0.212
Si 12.155 5.983 29.789 -0.086 -0.004 -0.111
Si 15.957 -1.088 28.632 0.011 0.003 -0.001
Si 6.383 10.912 23.41 0.298 -0.147 0.226
Si 11.522 14.977 24.657 0.077 -0.178 0.287
Si 8.893 20.724 27.5 0.078 0.062 0.103
Si 13.54 17.564 24.874 0.021 -0.203 0.229
Si 0.211 3.645 29.474 -0.056 0.011 -0.15
Si 3.414 7.303 29.91 -0.124 0.143 -0.282
Si 1.718 10.483 27.576 -0.016 0.011 0.086
Si 1.286 8.317 25.741 -0.168 0 0.074
Si -4.223 15.466 33.482 -0.235 0.078 -0.083
Si 4.556 9.941 28.615 0.042 0.057 0.055
Si 1.923 2.451 27.394 -0.164 -0.169 -0.222
Si 8.588 2.144 32.162 -0.013 -0.233 -0.226
Si -0.181 14.283 24.462 -0.24 0.064 0.253
Si 6.15 11.571 30.862 -0.037 0.234 -0.153
Si 9.16 11.661 33.503 -0.036 0.238 -0.126
Si 12.538 17.857 27.633 -0.08 -0.136 -0.15
Si 9.935 4.175 30.422 0.047 -0.108 -0.136
Si 16.39 0.501 25.994 -0.031 0.024 0.057
Si 11.794 5.33 26.963 -0.093 0.06 -0.03
Si 11.703 5.689 24.001 0.019 0.068 0.188
Si 8.706 11.288 27.621 0.091 -0.051 0.019
Si 13.099 15.832 29.508 -0.074 -0.175 -0.232
Si 3.201 6.963 33.051 -0.029 -0.101 -0.089
Si 5.846 0.689 31.085 0.269 -0.211 -0.113
Si 3.795 16.35 33.182 0.132 -0.076 -0.196
Si 0.732 7.872 28.522 -0.141 -0.073 -0.137
Si 2.728 15.445 29.156 0.111 -0.051 -0.001
Si 4.676 14.32 31.204 0.265 0.171 -0.12
Si 14.53 7.94 29.869 -0.007 -0.029 -0.068
Si 11.462 1.738 31.166 -0.265 -0.099 -0.227
Si 6.874 9.674 33.339 -0.03 0.168 -0.153
Si 9.115 12.033 30.468 0.001 0.182 -0.401
Si 3.86 18.146 29.253 0.259 -0.018 0.012
Si 13.461 11.426 31.186 -0.229 0.012 -0.273
Si 13.698 1.769 33.273 -0.161 0.158 0.003
Si 16.382 3.179 32.506 0.193 0.026 0.049
Si 14.187 8.903 32.568 -0.168 -0.068 -0.339
Si 19.119 4.004 33.389 0.292 -0.281 0.147
Si 11.564 13.736 30.962 -0.057 -0.086 -0.402
Si 15.333 11.495 33.38 -0.034 0.231 -0.332
O 2.166 -1.956 34.908 -0.483 0.213 -0.048
O 2.179 0.18 33.513 -0.178 -0.16 0.103
O 2.279 5.592 33.096 0.122 -0.299 0.156
O -0.258 -0.854 35.034 -0.263 -0.215 0.245
O -0.298 4.426 33.543 -0.159 0.023 0.15
O 0.427 6.256 35.394 0.028 -0.176 0.519
O 5.18 12.778 31.407 -0.269 0.139 0.002
O 2.512 8.256 33.76 -0.003 0.307 0.146
O 0.432 11.6 34.012 -0.055 -0.304 0.256
O -1.267 9.877 33.454 0.159 -0.123 0.096
O 3.976 14.831 32.591 -0.159 0.065 0.28
O 3.53 14.313 30.021 -0.118 -0.105 -0.178
O 4.588 0.169 34.588 -0.002 0.016 -0.024
O 5.419 1.415 29.655 -0.234 -0.13 0.088
O 8.178 2.388 33.719 0.009 0.177 0.321
O 11.665 6.333 28.25 -0.187 -0.197 0.12
O 4.368 8.475 29.309 -0.054 -0.293 0.151
O 5.196 4.76 35.712 -0.06 0.052 0.33
O 7.356 8.083 33.388 0.163 -0.009 -0.28
O 8.119 10.508 33.976 0.02 -0.234 0.179
O 5.589 10.057 34.277 -0.151 0.059 -0.062
O 4.076 12.337 34.866 0.125 -0.158 0.474
O 10.501 11.458 34.377 0.032 0.306 -0.102
O 6.812 14.981 34.819 -0.027 0.122 0.575
O 9.515 1.336 35.654 0.141 -0.279 -0.049
O 10.925 -0.161 34.15 -0.057 -0.11 0.016
O 15.323 1.982 32.977 0.306 -0.228 -0.253
O 11.786 4.217 34.658 0.819 -0.654 0.195
O 6.867 5.462 33.827 0.256 -0.106 -0.057
O 9.451 6.194 34.329 -0.077 0.076 -0.064
O 20.95 6.637 33.922 0.015 0.322 0.305
O 13.614 7.858 33.69 -0.021 0.254 0.252
O 15.093 8.219 31.385 -0.026 -0.212 0.199
O 12.121 9.514 34.949 0.087 0.147 0.192
O 12.638 14.281 34.47 -0.031 -0.212 0.108
O 11.516 14.848 32.136 -0.093 0.152 0.188
O 0.353 5.017 20.766 -0.254 -0.019 -0.558
O 2.433 2.973 20.882 0.215 -0.182 -0.509
O 4.036 0.788 21.404 -0.036 -0.021 0.233
O 0.06 10.222 20.947 0.261 0.179 0.088
O -1.019 12.024 22.234 0.08 0.207 -0.08
O 3.808 7.116 22.362 -0.08 0.189 -0.099
O -1.138 9.503 23.201 -0.03 0.312 -0.232
O 1.026 15.734 21.771 -0.008 0.038 0.35
O 1.033 13.761 23.511 0.333 0.013 -0.107
O 4.833 12.561 20.564 0.209 0.075 0.161
O 2.374 13.491 21.25 0.184 0.073 -0.39
O 5.438 5.701 20.891 -0.146 0.048 0.377
O 6.455 3.868 22.414 0.175 -0.164 -0.506
O 10.122 2.137 22.271 -0.067 -0.341 -0.383
O 6.323 2.701 24.874 -0.14 0.175 -0.078
O 5.928 10.195 22.001 -0.275 -0.175 -0.335
O 8.199 9.143 21.148 -0.118 0.005 0.175
O 9.259 6.941 21.692 -0.047 0.219 0.157
O 8.988 8.776 23.704 0.08 -0.021 -0.431
O 7.921 13.884 22.357 -0.208 -0.029 -0.113
O 5.686 15.229 22.207 -0.017 -0.073 0.109
O 9.866 12.269 21.649 -0.028 0.054 0.198
O 12.945 10.112 20.499 0.23 0.184 -0.505
O 11.06 5.32 20.807 0.183 0.139 -0.231
O 13.013 3.527 21.426 -0.001 -0.171 -0.151
O 15.205 2.071 21.622 0.051 -0.42 -0.028
O 13.387 2.132 23.589 -0.382 0.065 0.048
O 8.972 6.972 25.642 -0.035 -0.017 0.241
O 10.788 9.229 21.836 -0.23 0.174 -0.048
O 15.033 6.692 21.666 -0.14 0.185 -0.02
O 12.892 5.93 22.945 -0.296 -0.199 -0.04
O 13.102 16.065 21.986 0.082 0.358 -0.175
O 7.711 15.911 20.65 -0.184 -0.114 0.175
O 13.819 13.714 21.291 -0.002 -0.272 -0.05
O 11.384 14.637 20.396 0.088 -0.022 -0.278
O 1.128 1.704 26.156 0.234 0.198 -0.048
O 0.518 -0.85 25.247 -0.003 -0.013 -0.06
O 1.967 7.676 24.386 0.199 0.122 -0.296
O -1.476 4.348 23.121 0.063 -0.267 -0.132
O 1.172 10.894 23.36 0.122 0.32 0.055
O 1.726 8.425 21.764 -0.118 0.253 -0.261
O -4.19 14.137 23.423 0.046 -0.224 0.015
O -3.83 16.223 24.89 -0.066 0.186 0.081
O -0.586 13.101 25.521 0.146 0.171 -0.346
O 3.239 15.257 23.074 -0.071 -0.193 0.082
O 4.932 0.812 23.778 -0.369 0.117 -0.249
O 1.015 -4.468 27.343 0.121 0.044 0.023
O 7.86 -2.05 25.768 0.149 -0.062 -0.389
O 8.592 3.653 23.861 0.164 0.161 -0.139
O 3.465 9.633 23.399 0.057 0.181 -0.015
O -0.517 0.069 27.48 0.126 0.218 -0.104
O 6.293 9.93 24.721 0.079 0.033 -0.269
O 13.427 11.526 29.553 0.166 0.138 0.206
O 9.75 12.775 24.185 -0.214 0.424 -0.45
O 7.919 11.342 23.188 0.076 -0.258 0.089
O 5.847 12.434 26.088 -0.332 -0.06 -0.385
O 5.524 12.312 23.583 -0.238 0.034 -0.238
O 7.474 0.286 24.529 -0.115 0.053 -0.372
O 10.332 4.633 26.774 0.029 -0.092 0.003
O 15.149 0.948 25.049 0.085 0.133 -0.04
O 18.812 4.049 27.377 -0.066 -0.105 0.044
O 6.579 7.703 26.153 -0.365 0.059 -0.114
O 11.101 4.2 23.788 -0.043 -0.23 -0.283
O 12.494 10.2 27.323 -0.137 -0.137 0.059
O 10.742 6.959 23.763 0.032 0.156 -0.081
O 9.939 11.7 26.649 -0.15 0.136 -0.085
O 7.679 5.338 27.109 0.044 -0.142 0.202
O 13.089 18.353 26.202 0.091 0.249 0.064
O 9.039 20.845 29.102 -0.278 -0.091 0.084
O 0.928 2.359 28.726 -0.148 0.044 0.04
O 1.352 4.806 29.639 -0.008 0.12 0.158
O -1.471 6.959 24.216 0.003 -0.112 -0.156
O -0.274 8.784 25.56 0.223 0.018 0.206
O 1.237 7.294 27.048 -0.044 0.093 0.073
O 4.435 14.408 25.358 -0.096 -0.118 -0.479
O -2.913 9.081 25.098 0.104 0.07 -0.179
O -1.524 14.698 23.6 -0.009 -0.074 0.034
O -1.579 11.396 27.308 0.256 0.045 -0.248
O 8.868 20.065 31.555 -0.125 0.362 0.152
O 5.92 14.589 27.581 -0.202 0.079 -0.034
O 10.016 1.326 31.897 0.092 -0.189 -0.13
O 5.405 0.387 26.256 -0.003 0.191 -0.133
O 13.065 7.263 30.202 -0.064 0.11 0.055
O 13.201 4.727 29.86 0.077 0.042 -0.022
O 3.294 12.038 24.697 -0.359 0.067 -0.422
O 6.472 10.308 31.865 0.193 -0.181 0.38
O 10.888 8.857 25.681 -0.019 -0.113 -0.185
O 14.301 9.22 28.911 -0.014 -0.203 0.171
O 9.292 11.038 29.149 -0.123 0.005 0.176
O 7.891 10.01 26.965 -0.25 -0.152 -0.043
O 8.571 19.19 27.024 -0.063 -0.021 0.104
O 7.768 12.618 27.784 0.103 0.182 0.087
O 13.056 4.359 27.265 -0.063 -0.187 0.124
O 9.052 0.215 26.623 -0.101 0.142 0.116
O 19.765 1.7 27.676 0.004 0.187 0.085
O 12.209 5.959 25.539 0.151 0.207 -0.056
O 15.975 3.359 30.937 0.075 -0.007 0.019
O 6.823 5.414 24.649 -0.265 -0.101 0.024
O 11.424 13.825 25.852 -0.162 0.054 -0.219
O 11.864 11.252 24.981 0.146 -0.022 0.04
O 13.397 18.681 28.763 -0.071 0.154 0.18
O 10.238 18.395 25.004 0.284 -0.177 -0.297
O 14.914 11.919 31.832 0.216 -0.153 0.13
O 10.934 18.145 27.618 -0.068 -0.126 0.158
O 3.572 3.295 29.715 0.011 -0.024 0.115
O 1.104 -1.178 29.183 -0.03 0.148 0.05
O 1.653 3.034 32.523 -0.17 0.015 0.041
O 3.727 5.88 29.123 -0.027 0.027 -0.13
O 3.11 10.683 28.407 -0.002 -0.05 0.07
O 0.652 9.518 28.381 0.013 -0.091 -0.131
O 3.652 7.251 31.512 0.1 -0.097 0.185
O 1.845 7.623 29.668 -0.041 0.037 0.266
O -2.075 12.274 34.391 0.155 0.021 0.086
O 2.992 16.896 29.888 -0.142 0.114 0.215
O 5.877 15.439 30.884 0.057 -0.133 0.153
O 3.384 15.403 27.63 -0.233 0.218 -0.194
O 4.408 4.065 33.241 0.181 0.263 -0.036
O 5.493 10.905 29.529 0.049 0.062 -0.261
O 10.834 5.555 30.691 -0.026 0.16 -0.031
O 7.318 1.307 31.493 -0.08 0.163 -0.131
O -0.777 13.822 28.056 -0.059 0.045 -0.018
O 2.094 9.68 26.185 0.104 -0.063 -0.175
O 7.526 12.388 30.534 0.077 0.009 0.066
O 5.261 9.716 27.172 -0.182 0 -0.212
O 4.622 17.379 32.166 -0.424 0.148 0.09
O 9.487 11.391 31.92 0.23 -0.045 0.335
O 12.475 14.349 29.754 -0.102 0.038 0.045
O 8.514 13.138 33.891 0.169 -0.246 0.033
O 12.626 2.341 32.151 0.095 0.148 -0.078
O 11.003 2.956 30.166 -0.099 -0.139 -0.021
O 13.426 0.129 33.321 0.316 -0.062 -0.06
O 14.75 -0.683 29.701 0.185 0.196 -0.071
O 10.089 13.354 30.339 0.024 0.182 -0.08
O 13.134 9.915 31.763 -0.082 0.021 0.132
O 12.193 0.47 30.414 0.092 0.322 0.169
O 15.385 4.083 28.499 0.098 0.153 0.119
O 9.97 15.518 24.431 -0.032 -0.112 -0.283
O 12.263 12.426 31.631 0.037 -0.107 0.312
O 15.733 7.172 29.041 0.107 0.008 -0.156
O 12.815 16.277 27.952 -0.145 0.057 0.014
Si 0.012 -0.037 5.401 -0.003 -0.001 0.005
Si 2.683 2.768 5.364 -0.005 -0.088 -0.045
Si -0.021 5.402 5.337 -0.024 0.037 -0.053
Si 2.74 8.145 5.413 0.036 0.091 0.023
Si -0.02 10.933 5.445 0.046 -0.005 -0.032
Si 2.725 13.663 5.448 0.033 -0.004 -0.023
Si 5.468 -0.017 5.484 0.016 -0.034 0.011
Si 8.17 2.762 5.39 0.057 -0.063 -0.063
Si 5.449 5.48 5.39 -0.065 -0.045 -0.019
Si 8.192 8.183 5.417 0.008 -0.046 -0.086
Si 5.483 10.856 5.549 -0.058 -0.018 -0.002
Si 8.252 13.613 5.495 0.016 0.068 0.021
Si 10.984 -0.033 5.378 -0.019 0.125 -0.056
Si 13.682 2.686 5.354 -0.066 0.021 -0.016
Si 10.964 5.419 5.485 0.007 0.027 -0.053
Si 13.667 8.141 5.424 -0.007 0.007 -0.051
Si 10.956 10.879 5.416 -0.03 0.003 -0.005
Si 13.661 13.674 5.376 0.056 -0.04 -0.096
Si 1.355 1.371 6.759 -0.005 -0.002 -0.032
Si 4.066 4.111 6.753 -0.01 0.04 -0.037
Si 1.347 6.771 6.745 0.139 -0.071 -0.036
Si 4.07 9.505 6.843 -0.026 0.017 -0.003
Si 1.357 12.293 6.804 -0.006 -0.012 0.01
Si 4.088 15.022 6.821 -0.029 0.061 -0.002
Si 6.836 1.384 6.79 -0.028 0.023 0.016
Si 9.556 4.071 6.8 0.022 -0.018 0.002
Si 6.822 6.826 6.785 0.007 0.012 -0.014
Si 9.567 9.54 6.794 0.023 0.015 -0.036
Si 6.858 12.268 6.849 -0.002 -0.003 -0.015
Si 9.622 15.022 6.792 0.045 -0.116 0.004
Si 12.319 1.351 6.76 -0.003 -0.018 -0.014
Si 15.031 4.058 6.749 0.03 -0.032 -0.048
Si 12.311 6.812 6.819 -0.02 0.001 0.026
Si 15.017 9.543 6.781 -0.031 0.021 0.015
Si 12.306 12.291 6.764 -0.025 0.001 -0.055
Si 15.032 15.017 6.773 0.018 0.007 -0.019
Si -0.007 2.719 8.148 0.002 0 0.014
Si 2.718 0.012 8.147 0.009 -0.013 0.021
Si 0.001 8.171 8.124 0.013 0.068 -0.046
Si 2.718 5.454 8.155 -0.038 -0.021 0.008
Si -0.012 13.661 8.157 -0.014 -0.011 0.002
Si 2.723 10.925 8.167 0.034 0.022 0.011
Si 5.443 2.746 8.13 -0.004 -0.049 -0.005
Si 8.217 -0.006 8.131 0.03 0.061 -0.018
Si 5.466 8.172 8.188 -0.03 -0.032 0.014
Si 8.196 5.462 8.15 -0.015 0.008 -0.007
Si 5.469 13.655 8.169 -0.011 -0.022 0.016
Si 8.223 10.907 8.192 0.022 0.028 0.021
Si 10.94 2.704 8.141 -0.04 -0.023 0.003
Si 13.676 -0.009 8.147 -0.004 0.005 0.017
Si 10.935 8.187 8.165 -0.02 -0.018 0.015
Si 13.688 5.436 8.146 -0.018 0.017 -0.007
Si 10.958 13.648 8.165 -0.007 0.041 0.03
Si 13.66 10.924 8.145 -0.014 -0.019 -0.012
Si 1.36 4.087 9.526 0.024 -0.019 -0.007
Si 4.097 1.369 9.509 -0.001 0.017 0.012
Si 1.348 9.556 9.506 0.009 -0.021 0
Si 4.087 6.818 9.535 0.018 0.011 0.001
Si 1.361 15.035 9.515 -0.021 0.023 -0.005
Si 4.099 12.295 9.53 0.004 0.02 0.028
Si 6.815 4.104 9.502 0.01 0.017 -0.016
Si 9.567 1.351 9.509 0.024 -0.032 0.004
Si 6.828 9.562 9.548 0.015 -0.009 0.001
Si 9.556 6.834 9.525 0.021 0.021 0
Si 6.84 15.036 9.511 -0.015 -0.019 0.013
Si 9.576 12.297 9.543 -0.008 -0.02 0.011
Si 12.298 4.088 9.507 0.02 0.001 -0.006
Si 15.038 1.354 9.529 -0.005 0.018 -0.011
Si 12.288 9.574 9.524 -0.011 0.036 -0.006
Si 15.038 6.826 9.511 0.012 -0.042 0.003
Si 12.31 15.028 9.526 0.02 -0.016 -0.005
Si 15.023 12.291 9.515 0.019 -0.009 0.001

Results
total energy: -115447.344 eV
total energy less fixed offsets of O -438.04, Si -107.15 eV per atom: 7.396 eV
